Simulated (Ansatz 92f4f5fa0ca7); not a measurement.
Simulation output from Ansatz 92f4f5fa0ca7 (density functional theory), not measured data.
Periodic cell of 273 atoms, Si166O106P1, from a study of silicon, its oxide and their interface. The atomic structure is a simulated model.
Doubt: the cutoff is far below the 930 eV that the study's wrapper takes by default for these files, so forces and energies are approximate.

Settings: functional PBE; potential files Ansatz PAW; basis plane waves; wave-function cutoff 580 eV; density cutoff ratio 5; exchange-correlation grid ratio 1; k mesh 1 x 1 x 1, Gamma-centred; self-consistency stop 5e-08 eV per atom in the density residual; occupations fixed; spin none; net charge +1 e, with a uniform compensating background and no finite-size correction.

Cell vectors (angstrom)
a 11.6015 0 0
b 0 13.3963 0
c 0 0 29.8085

Atoms and the computed forces on them: element, x, y, z (angstrom), force x, y, z (eV/angstrom)
Si 11.552 0.1797 22.9001 -0.0038 0.0058 -0.1439
Si 3.9131 0.1513 23.0236 0.0485 0.0369 -0.1285
Si 7.6724 0.1164 23.1466 -0.0383 0.0207 -0.1123
Si 2.0718 3.4582 22.8757 0.0056 0.0004 -0.1503
Si 5.9045 3.688 22.9897 0.0096 0.0173 -0.1448
Si 9.7614 3.5353 23.023 -0.005 0.011 -0.1407
Si 11.6629 6.8674 23.0652 0.0024 -0.0564 -0.1414
Si 3.9587 7.0377 23.182 0.0192 0.0025 -0.11
Si 7.7945 6.8853 23.2358 -0.0156 -0.0018 -0.1323
Si 2.0439 10.2324 23.2489 -0.015 0.0105 -0.1223
Si 5.8609 10.0932 23.3012 -0.0192 -0.0166 -0.1093
Si 9.845 10.0799 23.2257 0.0078 -0.0031 -0.1203
Si 11.6999 2.3845 23.7425 0.0073 0.0077 -0.0329
Si 4.0012 2.404 23.7392 -0.0005 -0.0066 -0.0239
Si 7.7881 2.4143 23.7649 -0.0008 -0.0078 -0.0177
Si 2.0314 5.7125 23.6934 0.0022 0.0014 -0.0104
Si 5.8351 5.8106 23.9809 -0.0069 0.0132 0.0199
Si 9.7409 5.729 23.8928 0.0013 0.0024 -0.0053
Si 11.7556 9.0336 24.0377 0.0181 0.0184 -0.0115
Si 3.91 9.1311 24.1939 0.0183 0.0028 -0.0055
Si 7.8507 9.079 24.0277 0.0076 -0.0038 -0.0111
Si 1.9113 12.4982 23.8079 -0.0178 -0.0149 -0.0316
Si 5.7747 12.3711 23.926 0.0049 -0.0048 -0.0239
Si 9.6932 12.388 23.7893 -0.0152 -0.0204 -0.0421
Si 11.6491 2.2938 26.1515 -0.0091 0.0128 -0.0247
Si 3.9216 2.3081 26.147 0.0094 0.0232 -0.0517
Si 7.751 2.3176 26.1704 0.0061 0.0358 -0.0393
Si 1.978 5.6256 26.1353 0.0138 0.0003 -0.0341
Si 5.8204 5.6741 26.3234 0.0114 0.0217 -0.023
Si 9.7065 5.6325 26.261 -0.0155 -0.0218 -0.0471
Si 11.6704 8.951 26.3755 0.0092 0.0375 -0.0201
Si 3.893 9.0098 26.4883 0.0091 -0.007 0.0559
Si 7.7897 8.9943 26.3585 -0.022 -0.0224 0.005
Si 1.9464 12.3792 26.219 -0.0094 -0.0128 -0.0253
Si 5.7964 12.3328 26.2868 -0.0086 -0.0027 -0.0469
Si 9.6823 12.344 26.1974 0.0487 -0.0032 -0.0214
Si 1.9798 1.1978 26.9822 0.0104 0.0055 -0.0137
Si 5.8252 1.1864 27.0059 0.0075 -0.0114 -0.0007
Si 9.6912 1.1856 26.9571 -0.0166 0.0064 0.0014
Si 11.6515 4.5058 26.9896 0.0006 0.0328 0.0043
Si 3.8852 4.5083 27.0065 0.008 0.016 0.0008
Si 7.7546 4.5193 27.0459 -0.0045 0.0102 0.0257
Si 1.9734 7.8011 27.1138 0.0136 -0.0176 0.0126
Si 5.8532 7.8842 27.1613 -0.0101 -0.0118 0.0442
Si 9.7107 7.8437 27.0872 0.0003 -0.0024 0.0036
Si 11.624 11.2256 27.0547 -0.0356 -0.0295 -0.1778
Si 3.8568 11.2678 27.1123 0.0036 -0.0217 0.023
Si 7.7604 11.2386 27.0412 -0.0207 -0.0163 0.0039
Si 1.9703 1.1034 29.3579 -0.0551 -0.0814 0.0383
Si 5.7938 1.1342 29.3894 -0.0299 -0.0242 0.0259
Si 9.6457 1.1077 29.3444 -0.0233 -0.032 0.0599
Si 0.0157 4.4516 29.3757 -0.0679 -0.0929 0.0214
Si 3.8611 4.455 29.3743 -0.0065 -0.0834 -0.0559
Si 7.7273 4.4721 29.4184 -0.0361 -0.0612 -0.0709
Si 1.9204 7.7705 29.4624 0.0029 0.0487 -0.0869
Si 5.8303 7.8338 29.5162 -0.028 -0.0054 -0.1492
Si 9.7028 7.8059 29.4295 -0.0496 0.0062 -0.0661
P 0.0065 11.1736 29.3984 -0.0003 0.048 -0.0772
Si 3.854 11.2174 29.4639 0.0365 -0.0763 -0.0727
Si 7.7558 11.2006 29.3903 0.0061 -0.0531 -0.0316
Si -0.0006 -0.0045 0.3346 -0.0292 0.0419 0.0633
Si 3.8787 0.0141 0.4618 0.0193 0.1022 -0.0423
Si 7.7039 -0.0044 0.3921 0.0799 0.1107 -0.0088
Si 1.9416 3.3142 0.3565 -0.0234 0.0981 0.0972
Si 5.7791 3.3428 0.42 0.0511 0.0882 0.0278
Si 9.6565 3.3374 0.3623 0.0803 0.0372 0.0579
Si -0.0126 6.66 0.4191 0.0568 -0.0389 0.04
Si 3.8809 6.6699 0.3915 0.028 0.0183 0.1207
Si 7.7654 6.6981 0.4371 0.0061 -0.0105 0.0706
Si 1.9191 10.0383 0.3937 0.0462 -0.0123 0.0232
Si 5.8249 10.0901 0.4236 -0.0526 -0.0237 0.051
Si 9.6844 10.0504 0.376 -0.017 -0.0507 0.0454
Si 11.5461 -0.0723 2.7084 -0.0084 0.0247 -0.0807
Si 3.8434 -0.0658 2.8431 0.0162 0.0055 0.0193
Si 7.6565 -0.0925 2.7673 -0.0133 0.0044 0
Si 1.9331 3.2611 2.7167 -0.0223 -0.0186 -0.0387
Si 5.7452 3.2724 2.8156 0.0067 -0.0121 -0.0065
Si 9.5969 3.3005 2.7398 0.0165 -0.0134 -0.0512
Si 11.5675 6.6186 2.7711 0.0066 -0.02 0.0008
Si 3.8669 6.6073 2.7384 -0.0118 0.0024 -0.0394
Si 7.7448 6.6362 2.7966 -0.0063 0.0033 -0.0186
Si 1.9011 10.0054 2.7598 0.0079 0.0107 -0.0616
Si 5.8245 10.0517 2.7915 -0.0037 0.0133 -0.0374
Si 9.6933 9.9848 2.7454 0.0045 0.0137 -0.0326
Si 11.5538 2.1872 3.4059 -0.0075 0.0406 0.0331
Si 3.8102 2.1313 3.661 -0.0018 0.0345 0.0569
Si 7.6784 2.1125 3.5496 0.0072 0.0269 0.0339
Si 1.9063 5.4868 3.4697 0.0104 -0.0084 0.0409
Si 5.8046 5.5236 3.5754 -0.0064 0.0032 0.0248
Si 9.6524 5.506 3.6243 0.0031 -0.0246 0.0388
Si 11.6048 8.8507 3.5589 0.0097 0.0189 0.0445
Si 3.8875 8.8659 3.4081 0.0248 -0.0325 -0.0305
Si 7.7481 8.8795 3.5419 -0.0322 -0.0202 0.0186
Si 1.8598 12.2332 3.5454 -0.0252 -0.0238 0.0619
Si 5.7554 12.2221 3.7634 0.0115 -0.0287 0.0491
Si 9.6106 12.2017 3.4999 0.0178 -0.0135 0.0508
Si 11.4769 2.1531 5.7352 -0.007 -0.0485 -0.0122
Si 3.7257 2.0306 6.0797 -0.0024 -0.0015 0.0228
Si 7.6068 1.9675 5.92 -0.0126 -0.012 0.0188
Si 1.8781 5.4011 5.8045 -0.0035 -0.0192 0.0019
Si 5.8029 5.4649 5.9456 0.0077 0.0018 0.0195
Si 9.6229 5.4374 6.0213 -0.0038 -0.0136 0.0236
Si 11.6364 8.7908 5.9324 0.0024 -0.0221 0.0395
Si 3.9107 8.7882 5.73 -0.0225 0.0144 0.0303
Si 7.7778 8.8122 5.9169 0.0374 0.0263 0.0184
Si 1.7726 12.1568 5.915 0.0197 0.0115 0.0251
Si 5.7174 12.1172 6.2621 -0.0096 0.0137 0.0165
Si 9.5851 12.1072 5.8552 -0.0277 0.0126 0.0302
Si 1.6269 0.9739 6.7261 -0.0146 0.0056 0.1189
Si 5.6675 0.9876 7.0154 0.0019 0.0077 0.1549
Si 9.6348 0.935 6.5839 0.0189 0.0076 0.1033
Si 11.574 4.3062 6.7172 0.0074 0.0487 0.1305
Si 3.8262 4.3224 6.5684 -0.0146 -0.0011 0.1235
Si 7.692 4.175 6.6303 0.004 -0.003 0.114
Si 2.0298 7.6239 6.5088 0.0157 -0.009 0.1303
Si 5.8303 7.7381 6.6939 -0.0133 -0.033 0.1176
Si 9.7166 7.7002 6.7335 0.0104 0.0062 0.1309
Si 11.4479 10.9875 6.7754 -0.0108 0.0009 0.1403
Si 3.6481 10.9336 6.6436 -0.0252 -0.0202 0.1245
Si 7.7576 10.9741 6.8622 0.0225 -0.0139 0.1318
O 9.8988 7.8977 8.3943 0.0248 0.018 -0.2252
O 9.9045 0.8263 8.2336 -0.0608 0.003 -0.1881
O 1.0318 0.9213 8.3123 0.0708 0.0042 -0.187
O 3.0716 10.553 8.1559 0.0438 0.03 -0.2664
O 5.8175 7.9035 8.3589 -0.0209 -0.023 -0.3026
O 5.6084 1.1849 8.7 -0.0261 0.0179 -0.2582
O 3.7694 4.3334 8.2151 -0.0222 -0.0214 -0.2422
O 7.6473 3.7294 8.2547 0.0104 -0.0301 -0.2233
O 0.0494 4.2693 8.3901 -0.0176 0.0035 -0.2739
O 11.1501 10.9495 8.4264 0.0014 -0.0183 -0.2736
O 8.1231 10.7675 8.4989 0.019 -0.0006 -0.2476
O 2.3731 7.4915 8.1137 -0.025 0.014 -0.2813
O 11.4226 0.2064 21.2209 0.0449 -0.0391 0.2868
O 9.7616 3.6388 21.3586 -0.0318 -0.011 0.2671
O 4.1415 7.5456 21.5943 -0.0422 -0.0458 0.1842
O 6.0085 4.1701 21.374 0.0254 -0.0275 0.2685
O 5.7474 9.7537 21.6655 0.0347 0.0559 0.1923
O 2.1472 3.3819 21.1947 -0.0402 0.0273 0.2613
O 7.3668 13.4407 21.5056 -0.0055 0.0235 0.2587
O 4.0119 0.1516 21.3596 0.0037 -0.012 0.2956
O 7.7336 6.9569 21.5852 0.0198 -0.0274 0.2412
O 2.1258 10.175 21.5982 -0.0291 -0.0102 0.2792
O 11.5454 6.9775 21.4021 -0.0183 0.0484 0.2939
O 10.1694 9.654 21.6346 0.0289 -0.0009 0.2554
Si 11.5801 6.4493 11.2915 0.0201 0.0005 0.1632
Si 1.5712 10.3643 16.2447 0.0257 0.0139 -0.0746
Si 0.2272 3.6883 9.9068 0.0443 0.0027 0.2596
Si 8.0871 12.8582 20.1741 0.0102 -0.0369 -0.2756
Si 2.8389 10.462 9.7536 0.0018 0.0277 0.2652
Si 2.5712 10.3927 20.054 -0.0146 0.009 -0.2792
Si 10.3519 3.704 19.8387 0.0061 0.0119 -0.2592
Si 0.2513 12.8006 17.0879 0.016 -0.0032 -0.1597
Si 10.8175 0.6997 19.7715 -0.0206 -0.0039 -0.2861
Si 3.1623 7.7522 16.2296 0.0164 0.0306 -0.0839
Si 0.3311 6.4893 19.8996 0.0465 -0.0095 -0.265
Si 9.3879 2.5218 14.2831 0.014 0.0003 0.0528
Si 2.9069 2.5453 11.0335 0.0028 -0.0305 0.1713
Si 5.1325 11.9814 15.3481 -0.0031 -0.0021 -0.0505
Si 4.94 8.6794 20.7163 0.0069 -0.0001 -0.2462
Si 3.6073 -0.3902 11.2788 -0.0341 0.0117 0.1552
Si 5.5881 8.8844 14.7941 0.0127 0.0191 0.0208
Si -0.1668 11.3161 10.0004 0.0015 -0.0171 0.2778
Si 9.4564 10.0143 20.2149 -0.0159 0.0116 -0.262
Si 3.4568 0.0482 19.8268 -0.0036 -0.0002 -0.2886
Si 7.4676 4.7034 9.5407 -0.0048 0.0196 0.253
Si 2.3699 12.3562 14.1555 -0.0137 0.0104 0.0606
Si 6.1861 0.591 10.135 0.0317 -0.0014 0.2569
Si 2.7954 2.9011 19.7548 0.0427 0.0005 -0.2344
Si 5.717 4.442 13.6479 -0.0007 -0.0006 0.0693
Si 7.4745 0.2125 15.5912 0.0189 -0.001 -0.0561
Si 9.6099 11.3431 15.2003 -0.021 -0.0059 0.0078
Si 1.989 6.5658 13.5483 0.0109 -0.0249 0.0642
Si 2.8412 3.5271 14.0104 0.0015 0.0137 0.0643
Si 11.7025 9.1689 18.4063 0.0071 0.0055 -0.1754
Si 11.2306 0.875 9.1946 -0.0006 0.0064 0.2548
Si 9.1254 7.3232 9.7105 -0.0112 -0.0345 0.242
Si 8.6766 8.5579 14.5718 -0.0115 -0.0172 0.0406
Si 4.777 7.1584 12.346 -0.0112 -0.0149 0.1707
Si 2.9732 5.629 18.7484 0.0087 0.0374 -0.1751
Si 2.5371 7.4046 9.7114 -0.0176 -0.0271 0.2793
Si 6.2637 8.427 9.8386 0.0022 0.0144 0.2858
Si 4.331 4.7627 9.6597 0.0201 -0.0022 0.25
Si 9.3544 10.4976 12.2744 -0.0029 -0.02 0.1811
Si 5.9469 13.0308 17.9591 0.014 -0.0038 -0.2
Si 7.9806 4.9333 18.3563 0.0009 0.0048 -0.1864
Si 8.3073 5.4077 15.1933 0.0116 0.0044 -0.0677
Si 7.3249 11.0741 9.9112 -0.028 0.0309 0.2632
Si 5.3892 4.2012 19.8583 -0.0277 0.0264 -0.2555
Si 0.7852 1.4907 15.0354 -0.0059 0.0176 -0.0308
Si 7.552 7.5264 20.0808 0.0183 -0.0067 -0.2438
Si 7.6475 2.787 11.8567 0.005 -0.0074 0.1774
O 3.4533 6.0836 10.0976 -0.0027 0.0014 -0.0904
O 1.9472 2.6567 15.0757 0.0052 0.0019 -0.0032
O -0.36 12.9464 10.1667 -0.0029 0.0309 -0.1006
O 8.3635 8.898 19.8302 0.0034 0.0033 0.0846
O 2.42 1.3116 19.5109 0.0021 0.0022 0.0836
O 8.1518 5.3024 16.7958 -0.0108 -0.0108 0.1169
O 2.7378 11.9815 19.6986 0.0009 -0.0079 0.0913
O 7.1609 8.7658 15.132 0.0002 -0.0005 -0.0047
O 1.2846 0.1851 14.172 0.0057 -0.0087 -0.0076
O 4.4111 3.8105 14.4413 0.001 0.0031 -0.0158
O 4.2456 3.416 10.6163 0.0172 0.0433 -0.0903
O 10.9549 2.0803 14.4815 0.0005 -0.0028 -0.0023
O 11.3837 4.8411 10.9837 -0.0005 -0.0422 -0.0943
O 10.845 12.0181 16.0389 0.0218 0.009 0.0366
O 8.9365 6.908 14.7626 0.0011 -0.0003 0.0009
O 1.7838 3.36 10.2057 -0.0511 0.0213 -0.0877
O 8.4657 5.9306 9.2121 0.0025 -0.0019 -0.0925
O 11.1474 2.2964 19.524 -0.0031 -0.0004 0.0876
O 5.4092 7.6072 10.9266 0.0453 0.0433 -0.1498
O 11.419 7.5921 18.7839 0.0002 -0.0427 0.0975
O 7.8705 8.2614 10.1479 0.0023 -0.0032 -0.0815
O 10.1352 7.1543 10.9812 -0.0481 0.0172 -0.0941
O 9.2206 4.1113 14.7154 -0.0063 0.0041 0.004
O 8.8322 11.4694 20.5173 0.0084 -0.0012 0.1064
O 10.5758 10.5198 11.1633 0.0497 0.0284 -0.1239
O 8.3612 12.2386 15.7588 0.0026 -0.0011 0.0116
O 4.4395 2.8774 19.7961 0.0009 -0.0051 0.0788
O 4.6553 0.2231 18.7365 -0.0686 0.0096 0.1256
O 10.4746 10.0886 18.9523 -0.0445 0.0122 0.1141
O 6.7944 0.6928 17.0192 -0.0235 -0.0096 0.079
O 0.5161 6.7461 12.8256 -0.0339 -0.0029 -0.0797
O 1.0509 7.1384 10.294 0.0503 0.0248 -0.1011
O 3.1428 7.1816 12.5532 0.0109 0.0108 -0.0578
O 3.9485 9.5578 19.7712 0.0238 -0.0134 0.1003
O 6.7904 5.1974 14.6131 -0.0062 -0.0022 -0.0031
O 0.5748 0.9134 16.5467 -0.0067 -0.0226 0.056
O 1.5493 11.7825 17.1025 -0.0046 0.006 0.0485
O 5.3959 8.2918 13.3092 -0.0103 -0.0203 -0.058
O 2.9729 12.3731 12.6401 0.0274 0.0103 -0.093
O 6.4346 3.1924 12.8809 0.0216 -0.0162 -0.0581
O 2.7983 9.3225 16.5838 -0.0097 0.0008 0.0311
O 5.9972 7.8947 19.757 -0.0264 0.0182 0.0959
O 1.9525 6.3919 19.7641 -0.0428 0.0125 0.0921
O 1.4454 9.6887 19.1424 0.0582 0.0266 0.1184
O 9.4847 9.7119 15.4646 0.0076 0.0055 -0.0012
O 3.1017 8.8908 10.196 -0.002 0.0077 -0.0876
O 8.9807 9.0417 13.0054 0.009 0.0262 -0.0653
O 2.1528 7.3113 14.9985 0.0005 0.0009 0.0026
O 9.1372 3.8698 18.7749 0.0479 -0.0216 0.0988
O 4.7356 7.9035 15.7982 -0.0158 -0.0102 0.0168
O 7.2497 1.5928 10.8366 -0.0337 -0.0424 -0.1019
O 8.1174 6.3632 19.1133 -0.016 0.06 0.1076
O 5.9104 5.1642 9.6235 0.0083 -0.0007 -0.0843
O 6.9866 -0.9256 19.0616 0.0592 0.0005 0.1423
O 11.0593 2.2503 10.0856 -0.0055 -0.0396 -0.0959
O 8.9799 2.3861 12.7049 -0.0268 0.0045 -0.0688
O 9.7044 11.5074 13.5455 -0.0003 -0.0097 -0.0603
O 6.567 4.2038 18.7359 -0.0403 -0.0113 0.0954
O 6.0401 10.0468 9.957 0.0035 -0.0073 -0.0819
O 1.3517 10.8363 10.2802 -0.0089 -0.0012 -0.0841
O 5.1647 10.4644 14.7461 -0.0019 0.0011 0.0033
O 1.6922 10.9074 14.6622 -0.0051 -0.0053 0.011
O 11.3668 13.0768 18.6164 -0.0376 0.0477 0.1585
O 5.4407 11.8437 16.9531 0.0073 0.0182 0.0803
O 8.0904 10.9873 11.356 -0.045 0.012 -0.1242
O 11.3069 5.01 19.6307 -0.0034 0.0051 0.0854
O 8.3695 1.4794 15.0719 -0.0054 -0.0007 0.004
O 2.4282 4.0491 18.6003 -0.0019 -0.0365 0.0854
O 3.7504 11.696 10.3199 -0.0129 -0.0659 -0.099
O 9.1835 0.5742 19.7099 -0.009 -0.0055 0.0943
O 2.7702 2.6492 12.6451 0.0024 -0.0174 -0.0984
O 3.6481 12.6266 15.1378 -0.0033 -0.0009 0.0003
O 7.9948 4.0831 10.9378 -0.0076 0.0487 -0.1271
O 5.1135 0.2521 11.3309 0.0304 0.0068 -0.0778
O 4.4288 5.4903 19.4902 0.0342 -0.0169 0.0762
O 6.2052 13.0547 14.6743 -0.0014 0.0009 0.0132
O 3.0569 6.5731 17.3882 -0.009 -0.0568 0.1005
O 2.7795 0.9316 10.7132 -0.0056 0.0027 -0.0576
O 0.293 9.449 16.7921 -0.0223 -0.0201 0.0834
O 5.2255 5.6098 12.6157 -0.0074 0.0259 -0.0554
O 2.1388 4.9685 13.7878 -0.0047 0.0138 -0.0223
O 6.8933 12.6092 9.7024 0.0075 -0.0174 -0.088

Results
free energy: -166570.296 eV
free energy less fixed offsets of O -568.88, P -755.39, Si -635.61 eV per atom: -2.366 eV

The program warned: the cutoff lies below the one the program advises for these potential files; the exchange-correlation potential is rough where the density is thin.
